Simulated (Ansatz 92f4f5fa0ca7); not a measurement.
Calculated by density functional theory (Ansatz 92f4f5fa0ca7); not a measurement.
Periodic cell of 237 atoms, Si146O90As1, from a study of silicon, its oxide and their interface. The atomic structure is a simulated model.
Doubt: the cutoff is low for norm-conserving oxygen, so forces and energies are approximate.
Doubt: the program's own warning below bears on the result.

Settings: functional HSE06; potential files SPMS norm-conserving; basis plane waves; wave-function cutoff 800 eV; density cutoff ratio 4; exchange-correlation grid ratio 1; k mesh 1 x 1 x 1, Gamma-centred; occupations fixed; spin none; net charge +1 e, with a uniform compensating background and no finite-size correction.

Cell vectors (angstrom)
a	11.6015	0	0
b	0	10.938	0
c	0	0	32.0622

Atoms: element, x, y, z (angstrom)
Si	-0.1966	-0.059	23.2635
Si	3.671	0.2045	23.0891
Si	7.5502	-0.1368	23.4387
Si	1.6875	1.3742	23.4104
Si	5.7352	1.4049	23.1756
Si	9.4391	1.2272	23.3497
Si	0.1611	5.3107	23.4513
Si	4.1257	5.2941	23.387
Si	8.0369	5.6096	23.5396
Si	2.1594	6.5785	23.3585
Si	5.9701	6.7653	23.4721
Si	10.0143	6.868	23.5949
Si	1.9042	2.6682	25.3785
Si	5.8338	2.6577	25.243
Si	9.6274	2.6889	25.2511
Si	11.5958	4.0038	25.38
Si	3.8937	3.9726	25.3201
Si	7.7438	4.0963	25.3431
Si	1.9751	8.1527	25.1793
Si	5.7759	8.1641	25.3613
Si	9.7081	8.2651	25.4321
Si	11.6378	9.5563	25.2555
Si	3.8678	9.5863	25.0579
Si	7.6893	9.5196	25.4031
Si	11.6489	0.0058	27.1872
Si	3.9086	-0.0567	27.1047
Si	7.7569	-0.0232	27.2844
Si	1.9931	1.3116	27.2753
Si	5.8321	1.3257	27.1922
Si	9.6881	1.333	27.1944
Si	11.5901	5.4756	27.2254
Si	3.8457	5.4189	27.2135
Si	7.7172	5.4607	27.2681
Si	1.937	6.8229	27.1562
Si	5.7618	6.797	27.2752
Si	9.6545	6.8203	27.2851
Si	1.9365	2.7289	29.1662
Si	5.7972	2.7173	29.1213
Si	9.687	2.7334	29.1204
Si	0.0122	4.1081	29.1529
Si	3.8702	4.0921	29.1731
Si	7.7311	4.0875	29.1865
Si	1.9577	8.1764	29.1168
Si	5.7958	8.18	29.186
Si	9.6545	8.1809	29.2186
Si	0.0041	9.5125	29.0797
Si	3.878	9.5636	29.0997
Si	7.7298	9.5509	29.2028
As	0.003	-0.0112	31.0906
Si	3.8732	-0.0095	31.061
Si	7.7199	-0.0041	31.1168
Si	1.9786	1.4155	31.1221
Si	5.7959	1.3809	31.065
Si	9.6215	1.4109	31.0903
Si	0.0103	5.4653	31.094
Si	3.8714	5.4713	31.1026
Si	7.7391	5.4618	31.1237
Si	1.939	6.8378	31.0708
Si	5.8045	6.834	31.1214
Si	9.6778	6.8229	31.1473
Si	1.9234	2.7605	1.0156
Si	5.796	2.7458	0.9347
Si	9.6729	2.7445	0.9936
Si	-0.0114	4.1225	0.9731
Si	3.8689	4.1197	0.9807
Si	7.7339	4.1128	0.9994
Si	1.9489	8.2072	0.9449
Si	5.7969	8.2249	0.973
Si	9.6526	8.2114	1.0088
Si	-0.0001	9.5525	1.0493
Si	3.8647	9.5989	0.9676
Si	7.7332	9.5874	0.9965
Si	11.6093	0.0556	2.9436
Si	3.8605	0.0234	2.9269
Si	7.7368	0.0245	2.9175
Si	1.9417	1.4071	2.9487
Si	5.8112	1.374	2.8445
Si	9.6542	1.3925	2.9396
Si	11.5664	5.5123	2.8838
Si	3.8758	5.4987	2.919
Si	7.7398	5.5165	2.9278
Si	1.9138	6.8279	2.8711
Si	5.8092	6.8655	2.8949
Si	9.6611	6.9062	2.9886
Si	1.914	2.8412	4.8416
Si	5.8374	2.7303	4.7543
Si	9.5981	2.8069	4.8498
Si	11.5416	4.1412	4.7926
Si	3.9199	4.1048	4.834
Si	7.7162	4.2134	4.8941
Si	1.8893	8.151	4.811
Si	5.8088	8.2606	4.7985
Si	9.6594	8.3282	4.925
Si	11.6329	9.6519	4.895
Si	3.8187	9.4883	4.8004
Si	7.7199	9.682	4.9031
Si	11.5958	0.2406	6.7863
Si	3.7551	-0.05	6.669
Si	7.7111	0.0611	6.9275
Si	2.0488	1.5063	6.7758
Si	5.7118	1.2804	6.6346
Si	9.6416	1.5244	6.8465
Si	11.5246	5.5032	6.715
Si	3.9819	5.4355	6.8053
Si	7.7378	5.6744	6.8439
Si	1.9747	6.6446	6.6664
Si	5.8119	6.9787	6.7615
Si	9.7541	7.0438	6.9299
O	9.9991	7.9709	8.3125
O	7.6641	9.9347	8.2265
O	7.402	4.7336	8.1713
O	3.3721	10.3556	8.2142
O	2.0374	7.5632	8.0294
O	3.9979	4.5898	8.2565
O	9.7806	2.4484	8.2292
O	2.6106	2.3442	8.1294
O	11.3849	4.5709	8.0751
O	5.3568	2.3794	7.8183
O	5.8153	7.9854	8.0916
O	11.3067	10.3116	8.1509
O	11.2791	10.0857	21.7953
O	3.2196	10.7213	21.5204
O	5.7784	7.7659	22.1575
O	4.2244	4.4443	21.9455
O	7.6813	9.6793	22.1907
O	10.3343	7.6727	22.1846
O	1.612	2.4058	22.1167
O	5.9495	2.4365	21.8746
O	8.4474	4.699	22.2138
O	-0.0762	4.4499	22.0348
O	2.336	7.366	21.9216
O	9.1233	1.8813	21.8601
Si	1.917	7.7891	9.6176
Si	5.0386	0.5809	17.6816
Si	2.4881	5.4151	14.0226
Si	10.5588	3.8609	14.0516
Si	8.2776	2.3862	15.2587
Si	9.5476	2.2439	20.3302
Si	10.508	3.6498	9.0899
Si	0.0368	2.3142	11.5762
Si	11.024	8.1327	15.3972
Si	5.1608	6.9332	13.9943
Si	5.7534	2.6146	11.1269
Si	8.5785	7.6725	19.3847
Si	8.1214	4.848	20.625
Si	5.916	9.5842	15.2007
Si	2.1144	7.6347	20.3324
Si	1.9254	4.8895	18.7809
Si	4.4969	3.443	18.0075
Si	8.5044	8.9252	16.8123
Si	0.8326	9.478	13.3034
Si	9.9113	10.6546	11.7318
Si	5.3538	3.7055	21.0066
Si	0.5799	5.5227	16.2616
Si	10.7834	9.1529	9.1595
Si	6.5642	8.896	21.282
Si	7.1152	7.11	11.496
Si	2.6765	0.7353	12.226
Si	10.8935	8.6814	21.034
Si	6.0414	4.3294	15.6335
Si	7.084	0.4867	12.9801
Si	4.0577	2.9824	8.6059
Si	0.8771	6.7395	11.9001
Si	6.5719	9.0498	9.0875
Si	0.6657	3.2897	21.1358
Si	9.8008	6.5071	12.8927
Si	7.7138	4.5378	9.7613
Si	3.9845	10.0747	20.2109
Si	4.2614	3.0381	13.5353
Si	3.8567	10.0153	9.747
Si	8.0547	0.7761	18.0281
O	11.5121	3.2271	12.9053
O	9.3393	4.475	9.8878
O	8.8089	3.6089	19.8525
O	4.0386	-0.0615	18.8049
O	11.3195	4.5376	15.3127
O	9.854	9.7984	10.3303
O	3.7707	1.5316	13.1426
O	0.6547	9.0559	14.8682
O	6.474	0.9747	18.3808
O	4.7595	3.1683	19.6021
O	6.2525	1.1797	11.7463
O	0.5493	8.6435	9.8705
O	5.6465	4.3201	17.2289
O	8.4431	7.2033	12.4019
O	4.4084	2.6312	10.1604
O	2.0651	5.647	15.5778
O	3.3793	0.0668	10.9229
O	5.8842	7.2228	12.5526
O	2.3056	6.3518	19.3729
O	0.6478	4.9347	17.7768
O	8.4157	10.6898	12.3774
O	5.4762	10.0806	9.6967
O	0.5994	8.1995	20.1968
O	9.7666	2.6007	14.6829
O	2.0042	10.5884	13.2274
O	9.9436	9.1069	16.098
O	6.1444	10.3499	13.7733
O	7.4571	1.5956	14.1064
O	1.6489	3.9221	20.0391
O	5.9082	5.7949	14.9194
O	7.3363	8.9405	15.6934
O	1.5137	1.6699	11.6082
O	7.1988	8.2908	10.3726
O	4.3238	1.9888	17.2777
O	7.0335	3.1636	10.287
O	11.5411	7.0083	16.4433
O	8.2829	10.1358	17.8422
O	3.2724	8.538	10.1074
O	7.5887	3.8402	15.5191
O	3.1387	4.3038	17.8944
O	2.8986	3.8855	13.7039
O	1.3379	8.2015	12.4426
O	1.2065	5.6744	13.0663
O	4.9693	8.3028	14.8646
O	11.1704	2.3885	20.334
O	10.9816	9.9881	12.7591
O	5.2891	3.5762	12.3693
O	5.0869	3.202	14.9231
O	6.4898	4.8047	20.5651
O	8.3983	1.5613	16.6513
O	10.412	1.2424	11.4617
O	10.8727	6.6141	11.6578
O	3.2582	8.6753	19.8505
O	1.7133	6.4397	10.5211
O	7.1596	8.2041	19.96
O	8.5015	7.5834	17.7563
O	3.6745	6.4242	13.6119
O	9.5645	4.9581	13.3471
O	5.5114	9.9979	20.7624
O	10.3336	7.3644	14.1506
O	8.7808	6.173	19.9747
O	7.0694	5.7153	10.663
O	5.2644	10.5448	16.3724
O	9.0506	1.1456	19.2563
O	11.5792	3.1645	10.1927
O	9.7353	8.7126	19.8935

Results
free energy: -59517.889 eV
free energy less fixed offsets of As -2657.37, O -447.96, Si -113.29 eV per atom: -3.779 eV
gap between the highest filled and lowest empty level on this k mesh: 1.276 eV

The program warned: the cutoff lies below the one the program advises for these potential files; the model core charge is not resolved on the grid; the forces do not sum to zero within the program's tolerance; the exchange-correlation potential is rough where the density is thin.
